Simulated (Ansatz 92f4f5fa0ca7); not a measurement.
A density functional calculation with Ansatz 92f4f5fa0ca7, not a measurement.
Periodic cell of 256 atoms, Si144O112, from a study of silicon, its oxide and their interface. The atomic structure is a simulated model.
This geometry differs little from another in the collection (a relaxation step or a small displacement).

Settings: functional r2SCAN; potential files Ansatz PAW; basis plane waves; wave-function cutoff 800 eV; density cutoff ratio 5; exchange-correlation grid ratio 1; k mesh 1 x 1 x 1, shifted by 0.5 0.5 0 of a step; self-consistency stop 1e-10 eV per atom in the density residual; occupations fixed; spin none; net charge 0.

Cell vectors (angstrom)
a 10.887 0 0
b 0 10.887 0
c 0 0 36.1327

Atoms: element, x, y, z (angstrom)
Si -0.1916 -0.1701 -0.4092
Si 2.3223 3.0489 0.0922
Si 0.1356 5.3032 -0.0302
Si 3.3267 7.7826 0.0528
Si 5.7004 -0.2209 0.2585
Si 7.6702 3.3126 0.0151
Si 5.3784 5.4601 0.4084
Si 7.7469 8.3443 0.2428
Si 1.1411 1.3001 1.1148
Si 3.9228 4.0514 1.5209
Si 1.4531 6.8152 1.2315
Si 4.152 9.4493 1.5094
Si 6.8299 1.4894 1.3619
Si 9.4131 4.2237 1.336
Si 6.7016 6.8621 1.6913
Si 9.5342 9.4741 1.2581
Si -0.1201 2.7046 2.6079
Si 2.6143 0.0067 2.5808
Si 0.0388 8.1523 2.6234
Si 2.6495 5.4946 2.8071
Si 5.3779 2.694 2.7705
Si 8.2369 0.0652 2.6547
Si 5.3961 8.2085 3.0161
Si 8.1745 5.5068 2.85
Si 1.2773 4.0536 4.0333
Si 4.0041 1.3128 4.0464
Si 1.3318 9.5418 4.0236
Si 4.0091 6.8014 4.2219
Si 6.7624 4.0903 4.1031
Si 9.5204 1.3801 4.0856
Si 6.8695 9.6174 4.1128
Si 9.5808 6.8571 4.1061
Si 0.0031 0.0144 5.4275
Si 2.6857 2.7166 5.4047
Si -0.0152 5.4312 5.4425
Si 2.6589 8.2068 5.4734
Si 5.4261 0.018 5.4365
Si 8.1371 2.7228 5.4331
Si 5.4265 5.4404 5.4972
Si 8.2032 8.222 5.4559
Si 1.3652 1.3614 6.7999
Si 4.0597 4.0568 6.8073
Si 1.3397 6.7988 6.8039
Si 4.0892 9.5238 6.7963
Si 6.7852 1.3793 6.7952
Si 9.5054 4.0772 6.788
Si 6.8182 6.8337 6.7975
Si 9.5448 9.56 6.8246
Si 0.0098 2.7449 8.1518
Si 2.7495 0.0025 8.1468
Si -0.0016 8.1599 8.1575
Si 2.7105 5.4416 8.1532
Si 5.4501 2.7207 8.1654
Si 8.1739 0.0478 8.1585
Si 5.4346 8.1638 8.1707
Si 8.1693 5.4468 8.1376
Si 1.3613 4.1023 9.5405
Si 4.0966 1.3625 9.5154
Si 1.397 9.5023 9.4832
Si 4.0714 6.7685 9.5292
Si 6.8224 4.0923 9.5037
Si 9.5587 1.4018 9.5308
Si 6.81 9.559 9.483
Si 9.5562 6.7627 9.4969
Si 0.0924 0.0203 10.8227
Si 2.7531 2.7419 10.865
Si 0.0198 5.4517 10.9487
Si 2.6782 8.1075 10.886
Si 5.4541 0.0124 10.8753
Si 8.2316 2.8082 10.8931
Si 5.4328 5.3877 10.8747
Si 8.1868 8.1521 10.7517
Si 1.461 1.3646 12.2307
Si 4.0951 4.0278 12.3068
Si 1.3537 6.7812 12.3793
Si 4.0543 9.4778 12.1591
Si 6.8509 1.434 12.1634
Si 9.5846 4.13 12.3748
Si 6.8189 6.8126 12.0853
Si 9.6219 9.4659 12.0407
Si 0.134 2.6798 13.6724
Si 2.837 -0.0203 13.5901
Si -0.0385 8.2482 13.6582
Si 2.769 5.3975 13.7381
Si 5.5186 2.6798 13.6769
Si 8.2711 -0.0325 13.2701
Si 5.43 8.1065 13.4376
Si 8.153 5.6303 13.5845
Si 1.4986 3.9694 15.1567
Si 4.6042 0.8492 14.942
Si 1.1868 9.8455 14.9168
Si 4.3737 6.6379 14.9487
Si 6.5875 4.4519 14.8303
Si 9.761 1.0079 14.7087
Si 6.8428 9.5557 14.5385
Si 9.0311 7.3964 14.9542
Si -1.2033 4.3038 22.6906
Si -0.4103 20.2016 21.2466
Si 0.0414 26.4161 25.4589
Si -7.6352 15.4958 21.7616
Si 3.4067 2.4555 17.3281
Si 8.8203 0.7182 21.3231
Si 9.0417 6.647 34.0298
Si 7.7035 -5.0723 29.2365
Si -8.5446 11.676 24.8788
Si -2.5739 8.5606 25.1913
Si -15.5394 -19.7686 32.307
Si 0.7414 13.3877 29.5227
Si -12.5945 25.3275 27.7954
Si 2.2364 -12.0883 33.8778
Si -15.905 2.4203 18.734
Si -6.82 -8.7955 22.8033
Si 0.0217 27.8161 16.8544
Si 1.0409 -7.7883 20.8159
Si -5.7762 0.3121 29.9318
Si -8.9472 17.8466 25.2349
Si -5.8718 -4.6072 30.5616
Si 8.6504 1.4787 33.8855
Si -0.8813 22.4875 31.3822
Si 24.6455 0.8876 27.8593
Si 14.8498 12.236 34.2151
Si -7.9765 -6.5013 26.1027
Si -21.3084 22.6161 22.6477
Si 5.6607 -4.885 22.6271
Si 13.7596 9.4029 26.4385
Si 5.5479 14.5524 24.6407
Si -8.4094 15.8142 29.2382
Si 3.0842 7.3621 22.5982
Si 7.256 5.0214 32.0428
Si 16.8235 -11.6749 25.8156
Si 3.2666 8.8884 31.0351
Si 8.1814 24.419 16.7987
Si -8.5536 8.9654 19.9993
Si 0.9038 -3.2525 29.57
Si 7.8963 3.3532 20.5879
Si -18.0856 0.9736 19.8114
Si 18.2782 1.848 26.0459
Si 20.2705 -2.6535 27.911
Si 18.8783 20.9547 29.8059
Si -2.3529 7.0743 22.5652
Si -1.1286 -2.2845 31.6564
Si -3.318 0.0815 23.7816
Si -0.8526 4.0274 18.7533
Si 24.2743 18.9054 17.0259
O -2.7925 5.5469 -2.8108
O 1.44 3.8167 -10.4695
O 2.1218 10.1224 -10.9228
O 4.0472 -0.604 -5.3775
O -8.1108 8.2837 -17.5285
O -6.4921 6.5754 -0.3781
O 8.1504 7.3864 -0.992
O 4.3978 7.7169 -5.1331
O 2.2502 -2.9582 -9.6285
O 13.7612 1.4159 -9.8292
O 7.986 12.2897 -11.5207
O 2.901 0.2593 -2.443
O 2.9945 8.6279 -1.2951
O 8.7202 11.4167 -5.7462
O 10.3164 5.9313 -1.3761
O -1.2866 6.8684 16.404
O -5.0998 16.5909 31.877
O -1.3577 -3.068 33.0397
O 0.4528 10.1144 22.4042
O 1.9456 9.3509 16.2942
O 1.3457 17.8083 16.9024
O 7.4336 3.8753 16.0954
O -14.7204 6.5998 22.0138
O 9.508 3.2173 17.4883
O -8.0982 12.7062 18.7196
O 8.6817 1.4708 15.8421
O 17.2634 3.313 20.0261
O 3.1881 25.2397 22.9172
O 8.2276 18.2453 24.1341
O 5.7927 10.6244 15.2965
O 0.2299 3.0484 19.4413
O -2.2986 -3.9097 28.5595
O -3.3487 11.1075 22.181
O 0.013 10.9085 15.3847
O 5.4963 2.5441 23.4425
O 5.1911 1.0038 19.1818
O -6.2318 28.9986 23.0059
O -8.4372 16.8016 22.2325
O -1.0701 12.1987 22.4739
O 17.3597 -6.466 35.7903
O 4.7435 3.2481 17.8767
O 3.001 19.1895 21.3118
O -6.0792 5.0801 21.5547
O 0.2801 4.8602 15.7884
O 4.2735 1.0216 28.7109
O -5.4149 5.5084 15.4333
O -4.7487 -15.4791 29.3604
O 4.8383 2.109 33.1093
O 4.4831 -12.2061 26.2377
O -2.23 -1.0205 24.2977
O -1.3086 -5.007 22.453
O 8.252 3.6764 22.1576
O -7.963 10.4661 19.9872
O 0.4939 17.0973 25.2736
O -19.3557 14.8235 20.549
O 6.4465 -10.2939 26.5727
O 20.444 -11.3414 20.5093
O 0.1104 3.8585 21.8885
O -9.9073 23.0386 24.1295
O 19.0414 5.4527 30.7617
O -2.0924 4.3873 19.7359
O 2.1999 -3.0806 23.8796
O 7.2393 1.0293 33.1808
O 17.6361 -1.355 35.8183
O 5.9048 -5.79 23.9661
O -26.0191 -7.6393 25.7505
O -13.8846 8.5335 15.3599
O -1.4948 11.342 34.9221
O 0.0479 19.1055 28.3445
O -7.0669 7.4351 16.2856
O -10.9984 -3.233 30.8387
O -8.5209 3.3482 16.4501
O 4.9578 0.5207 35.1631
O -0.1975 16.3158 18.3301
O -9.2614 1.6568 28.4883
O 2.3898 9.0018 32.4129
O -15.6889 -0.4267 24.2328
O -11.7663 -6.3947 26.7753
O 0.7113 -2.0932 20.1978
O 14.6817 5.3264 30.0912
O 36.1541 11.8375 23.7738
O -8.3429 21.0781 27.8065
O -20.4771 23.3892 21.4613
O -6.8564 1.6026 21.2825
O 22.1401 -9.4299 30.6989
O 8.5375 13.1038 27.1294
O -2.5494 2.823 34.7343
O 20.3031 8.2127 26.3056
O -3.748 2.0194 17.8466
O 1.706 -7.1732 29.9984
O 20.5556 1.6695 32.6515
O -13.3321 1.8571 20.2884
O -1.5211 8.2695 21.8282
O -14.8257 8.8435 26.0408
O 2.9167 -6.3937 27.7338
O 12.3098 -4.7335 29.2104
O 8.69 -12.1624 28.4242
O 17.2925 21.1671 29.5291
O 8.3285 19.7677 30.9011
O -0.6462 35.7249 28.9208
O 25.9555 14.4919 25.5205
O 10.4023 10.093 31.8812
O -6.9536 1.2528 16.3801
O 3.1579 2.5328 34.9395
O 1.2175 -6.7498 35.665
O -7.8128 5.8285 25.3971
O -0.8765 14.9528 24.2597
O 17.8845 14.3101 32.1467
O 11.6714 -0.9266 34.6185
O -5.0963 1.4519 30.8606
O 7.966 4.4474 28.4053
O 23.9555 8.5531 29.8984

Results
free energy: -155986.570 eV
free energy less fixed offsets of O -570.45, Si -639.56 eV per atom: 0.470 eV

Forces (eV/angstrom), in the order of the atoms: element, x, y, z
Si 0.0096 0.0118 0.127
Si -0.0173 0.0074 0.077
Si 0.0237 -0.0155 0.0904
Si 0.005 -0.0211 0.0908
Si 0.0129 -0.0162 0.0777
Si -0.0161 0.01 0.103
Si -0.0071 0.0039 0.0493
Si -0.0093 0.0232 0.0813
Si 0.0024 0.0004 -0.0097
Si -0.0011 -0.0022 -0.0038
Si -0.0012 0.0045 -0.0082
Si -0.0018 0.0034 -0.0049
Si 0.0009 0.0004 -0.0039
Si 0.0008 -0.0003 -0.006
Si -0.0006 -0.0005 -0.0031
Si 0.0024 -0.0045 -0.0054
Si -0.0026 0.0025 0.0005
Si -0.0004 -0.003 0.0014
Si 0.0035 0.0021 0
Si 0.0024 -0.0019 0.003
Si -0.0003 0.0048 0.0007
Si -0.0016 0.0032 0.0004
Si 0.0018 -0.0002 0.0034
Si -0.0026 0.0005 0.0017
Si 0.0005 0.0027 -0.0015
Si 0.0016 0.0008 -0.0004
Si 0.0003 0.0021 0
Si -0.0006 0.0037 -0.0008
Si 0.0011 0.0024 -0.0016
Si 0.0008 0.0001 -0.0001
Si -0.0006 0.0014 -0.0018
Si 0.0001 -0.0015 -0.0013
Si -0.0002 0.0025 -0.0013
Si 0.0008 0.0025 -0.0008
Si 0.0004 0.002 -0.0013
Si 0 -0.0008 -0.0011
Si 0.0002 0.0006 -0.0018
Si 0.0008 0.0016 -0.001
Si -0.0004 0.0025 -0.0006
Si -0.0003 -0.0001 -0.0013
Si -0.0008 0.0018 -0.001
Si 0 0.0007 -0.0011
Si 0 0.0024 -0.0012
Si 0 0.002 -0.0013
Si -0.0002 0.0007 -0.001
Si 0.0006 0.0009 -0.0014
Si 0.0005 0.0013 -0.0011
Si 0 -0.0002 -0.0017
Si -0.0003 0.0013 -0.001
Si 0 0.0013 -0.001
Si 0.0002 0.0019 -0.0013
Si 0.0003 0.0021 -0.0008
Si 0.0003 0.0024 -0.001
Si 0.0003 0.0002 -0.002
Si 0.0001 0.0016 -0.0013
Si -0.0006 0.0022 -0.0004
Si -0.0005 0.0022 -0.0017
Si 0.0007 0.0015 -0.0018
Si -0.0002 0.0007 -0.0005
Si -0.0002 -0.0004 -0.0007
Si 0.0002 0.0025 -0.0003
Si -0.0001 0.0001 -0.0028
Si -0.0002 0.0011 -0.0016
Si 0.0004 -0.0005 -0.0012
Si 0 0.0014 -0.0005
Si 0.0012 0.0011 -0.0003
Si -0.001 0.0029 -0.0009
Si -0.0005 0.0006 -0.0016
Si 0.0004 0.0001 -0.0013
Si 0.0002 0.002 -0.0006
Si -0.0015 -0.0001 -0.0006
Si 0 0.0019 -0.0015
Si -0.0005 0.0014 -0.0019
Si 0.0003 0.0002 -0.0002
Si 0.0007 0.0006 0.0028
Si -0.0019 0.0021 0.001
Si -0.0018 0.0049 0.0006
Si 0 -0.0028 0.0027
Si 0.0017 0.0016 -0.0006
Si 0.0023 -0.0031 -0.002
Si 0.0015 0.0038 -0.0049
Si 0 -0.0005 -0.0058
Si -0.0022 0.0047 -0.0085
Si 0.0002 -0.0017 -0.0057
Si 0.0012 -0.0013 -0.0098
Si -0.0029 -0.0011 -0.0026
Si 0.0009 -0.0005 -0.0034
Si 0.0005 0.0021 -0.003
Si -0.0054 0.0038 0.125
Si -0.0191 0.0118 0.1066
Si 0.0187 -0.0092 0.0938
Si -0.0153 0.0171 0.0919
Si 0.019 -0.0171 0.0934
Si -0.0237 0.0141 0.0831
Si -0.0036 0.0073 0.0429
Si 0.0137 -0.015 0.0939
Si 0.0196 0.0395 0.2442
Si -0.0525 0.006 0.1946
Si 0.0132 0.0084 0.2475
Si 0.0253 0.0265 0.1803
Si 0.0266 -0.0024 0.2707
Si -0.0203 -0.0461 0.2152
Si 0.0256 -0.0106 0.2429
Si -0.0389 0.0112 0.2406
Si 0.0332 -0.035 0.272
Si 0.0306 0.0072 0.2672
Si -0.0064 -0.0029 0.2348
Si -0.0139 -0.0419 0.2199
Si -0.0129 0.0132 0.249
Si -0.016 0.0115 0.2434
Si 0.0063 -0.0029 0.2485
Si 0.027 -0.0039 0.2761
Si 0.0293 -0.0247 0.2127
Si 0.024 0.0039 0.2433
Si 0.0389 0.0032 0.2461
Si -0.0075 -0.0161 0.2208
Si 0.0305 0.0237 0.1964
Si 0.0046 0.013 0.2403
Si -0.0284 0.0026 0.2338
Si 0.0177 0.0211 0.2658
Si -0.0195 -0.0027 0.195
Si -0.0244 0.0041 0.247
Si 0.0092 -0.0006 0.2197
Si 0.0185 -0.0016 0.1784
Si 0.0019 0.0204 0.2155
Si -0.0071 -0.0221 0.2355
Si 0.0035 0.0446 0.2385
Si -0.0139 -0.032 0.2461
Si 0.0272 -0.0351 0.2345
Si -0.0257 -0.0054 0.1905
Si -0.0322 0.0117 0.2365
Si 0.0141 -0.0036 0.2393
Si -0.0411 0.0167 0.2962
Si 0.0018 0.0337 0.224
Si 0.0335 -0.0251 0.2276
Si -0.004 -0.0187 0.2759
Si 0.0331 -0.0024 0.2268
Si -0.0009 0.0088 0.2619
Si 0.0136 0.0183 0.2181
Si -0.0317 0.0022 0.2051
Si -0.0027 -0.0078 0.235
Si -0.024 -0.0157 0.2312
Si -0.011 -0.0508 0.2726
Si -0.0173 -0.001 0.2469
O -0.0544 -0.0357 -0.1326
O -0.0207 -0.0022 -0.0843
O -0.0216 0.0355 -0.1125
O 0.0305 0.0342 -0.1024
O 0.0138 -0.0458 -0.2153
O -0.0068 0.0113 -0.0362
O 0.0326 -0.0455 -0.1189
O 0.0096 -0.0236 -0.0688
O -0.0081 -0.0322 -0.1073
O -0.0203 0 -0.1898
O 0.0121 -0.0342 -0.1288
O -0.0045 -0.0134 -0.0749
O -0.0235 0.0488 -0.1212
O -0.033 -0.0234 -0.0999
O -0.0541 0.0394 -0.1144
O -0.0401 0.0377 -0.1098
O -0.0392 0.0283 -0.106
O 0.0216 0.0675 -0.154
O -0.0146 -0.0345 -0.094
O -0.0361 0.0382 -0.1192
O -0.0093 -0.0021 -0.0729
O -0.0433 0.0525 -0.1204
O -0.0023 -0.007 -0.0687
O -0.0457 -0.0358 -0.1379
O -0.0039 0.0436 -0.1632
O 0.0414 -0.0441 -0.1141
O -0.0438 -0.0245 -0.1271
O -0.0187 0.0186 -0.1033
O 0.0073 -0.0508 -0.1557
O 0.0123 -0.0132 -0.0513
O -0.0524 0.0312 -0.1452
O 0.0334 0.0324 -0.0973
O 0.0363 0.0277 -0.153
O -0.0009 -0.0002 -0.0478
O -0.0308 -0.0244 -0.1164
O 0.0212 0.0265 -0.1052
O -0.0106 -0.0071 -0.0712
O 0.0063 -0.0159 -0.077
O -0.0117 -0.0037 -0.0899
O 0.0127 -0.0066 -0.0446
O -0.0446 0.0063 -0.1092
O -0.0235 0.0545 -0.166
O -0.0187 -0.0207 -0.0851
O 0.0297 -0.0373 -0.0971
O -0.0698 0.0185 -0.1454
O 0.0002 0.0045 -0.044
O 0.0313 -0.003 -0.1008
O 0.061 0.0193 -0.1201
O 0.026 0.0013 -0.0747
O 0.0012 0.0333 -0.104
O 0.0027 -0.0134 -0.0774
O -0.0366 -0.0278 -0.1293
O 0.0095 0.0008 -0.0879
O 0.0043 0.0057 -0.0723
O -0.0365 -0.0294 -0.1004
O 0.0049 -0.004 -0.0883
O 0.0044 -0.0007 -0.0811
O 0.0457 -0.0354 -0.1347
O -0.0533 0.0034 -0.1421
O 0.0153 0.026 -0.1688
O 0.0501 0.0144 -0.1381
O 0.0361 0.0123 -0.166
O -0.0343 0.0074 -0.105
O 0.003 0.0004 -0.0462
O 0.0018 0.053 -0.1138
O -0.0394 0.0243 -0.105
O -0.0092 0.0079 -0.0431
O -0.0513 0.0388 -0.1122
O -0.0347 0.0099 -0.1193
O 0.0433 -0.0358 -0.1126
O 0.0539 -0.0273 -0.1333
O -0.0497 0.0414 -0.1279
O -0.0378 0.0406 -0.1056
O 0.0199 0.066 -0.1414
O 0.051 -0.0367 -0.1132
O 0.0443 -0.0332 -0.1881
O 0.0259 0.0165 -0.118
O 0.059 0.0305 -0.157
O 0.0623 -0.0155 -0.1123
O -0.059 -0.0334 -0.0952
O 0.0343 0.0391 -0.1376
O 0.0004 -0.039 -0.1187
O 0.0182 0.0406 -0.1143
O -0.0125 -0.0458 -0.2095
O 0.0506 0.0607 -0.1303
O -0.0485 -0.0395 -0.116
O 0.0218 -0.044 -0.1247
O -0.0371 0.0102 -0.1889
O 0.0544 0.0054 -0.1391
O 0.0049 0.0051 -0.0809
O 0.0431 -0.0266 -0.1569
O -0.0225 0.0505 -0.1013
O 0.0492 0.0398 -0.0904
O 0.0099 0.0045 -0.0909
O 0.0192 -0.0262 -0.2202
O 0.0114 -0.0371 -0.0765
O 0.0286 -0.0421 -0.1387
O 0.0009 -0.0105 -0.0792
O -0.0358 0.0256 -0.1107
O -0.0515 0.0325 -0.1172
O 0.0539 -0.0085 -0.1094
O -0.0086 0.0025 -0.078
O 0.0329 -0.0455 -0.1475
O 0.0412 -0.0322 -0.0967
O -0.0007 -0.0001 -0.0375
O 0.0029 0.0269 -0.0924
O -0.0504 -0.0202 -0.1781
O 0.0007 0.0317 -0.0749
O 0.051 -0.0296 -0.1092
O -0.0394 -0.0556 -0.1523
O 0.04 -0.0617 -0.1146
O -0.0382 -0.0249 -0.1047

The program warned: the cutoff lies below the one the program advises for these potential files; the forces do not sum to zero within the program's tolerance; empty levels may hold ghost states of the PAW files; the exchange-correlation potential is rough where the density is thin.
